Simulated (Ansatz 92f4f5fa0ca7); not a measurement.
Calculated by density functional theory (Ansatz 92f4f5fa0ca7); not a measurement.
Periodic cell of 215 atoms, Si132O82As1, from a study of silicon, its oxide and their interface. The atomic structure is a simulated model.
Doubt: the cutoff is far below the 930 eV that the study's wrapper takes by default for these files, so forces and energies are approximate.
This geometry differs little from another in the collection (a relaxation step or a small displacement).

Settings: functional PBE; potential files Ansatz PAW; basis plane waves; wave-function cutoff 580 eV; density cutoff ratio 5; exchange-correlation grid ratio 1; k mesh 1 x 1 x 1, Gamma-centred; self-consistency stop 5e-08 eV per atom in the density residual; occupations fixed; spin none; net charge +1 e, with a uniform compensating background and no finite-size correction.

Cell vectors (angstrom)
a, 10.938, 0, 0
b, 0, 10.938, 0
c, 0, 0, 31.5432

Atoms: element, x, y, z (angstrom)
Si, 10.4364, 0.5734, 24.3362
Si, 6.0453, 10.5029, 24.1458
Si, 2.1306, 3.2457, 24.0787
Si, 8.7027, 2.2559, 24.3031
Si, 0.5028, 5.0537, 24.1617
Si, 5.0562, 5.8918, 24.19
Si, 3.3989, 7.6483, 24.1564
Si, 7.8315, 8.828, 23.9861
Si, 1.3421, 1.4804, 25.4544
Si, 6.9234, 1.2973, 25.4996
Si, 4.0275, 4.1003, 25.3208
Si, 9.6708, 4.0932, 25.4176
Si, 1.502, 6.8129, 25.3671
Si, 6.8988, 6.948, 25.2372
Si, 4.2336, 9.5299, 25.3406
Si, 9.5283, 9.6409, 25.4323
Si, 2.7822, 0.0054, 26.6356
Si, 8.2283, -0.0281, 26.9442
Si, 0.0183, 2.7694, 26.9174
Si, 5.4514, 2.7343, 26.6585
Si, 2.7635, 5.4378, 26.8352
Si, 8.2295, 5.5227, 26.6216
Si, 0.0435, 8.2108, 26.6438
Si, 5.5574, 8.1983, 26.7919
Si, 4.1114, 1.3668, 28.0645
Si, 9.5975, 1.3704, 28.2372
Si, 1.3969, 4.1209, 28.2339
Si, 6.8397, 4.1339, 28.0133
Si, 4.161, 6.8236, 28.1376
Si, 9.6019, 6.8495, 28.045
Si, 1.3956, 9.5902, 28.0374
Si, 6.8509, 9.5367, 28.2371
Si, 0.0559, -0.0209, 29.5213
Si, 5.4477, 0.0137, 29.487
Si, 2.7704, 2.7058, 29.5194
Si, 8.1736, 2.772, 29.4692
Si, -0.0126, 5.5044, 29.4934
Si, 5.5104, 5.4486, 29.4944
Si, 2.7502, 8.2163, 29.4392
Si, 8.2585, 8.1627, 29.5218
Si, 1.3978, 1.3551, 30.9023
Si, 6.8178, 1.3834, 30.8339
Si, 4.1308, 4.0883, 30.874
Si, 9.5566, 4.1169, 30.8351
Si, 1.3756, 6.8636, 30.827
Si, 6.8711, 6.8043, 30.8821
Si, 4.0863, 9.5815, 30.8377
Si, 9.6078, 9.5505, 30.8845
Si, 2.7504, -0.0289, 0.7212
Si, 8.1894, 0.0073, 0.6517
Si, -0.0254, 2.7482, 0.6682
Si, 5.4736, 2.7088, 0.7081
Si, 2.7163, 5.4743, 0.6564
Si, 8.2213, 5.433, 0.7163
Si, 0.0392, 8.1868, 0.7117
Si, 5.4683, 8.2134, 0.6473
Si, 4.1176, 1.3362, 2.079
Si, 9.5304, 1.377, 2.0271
Si, 1.3257, 4.1308, 2.0432
Si, 6.8716, 4.0391, 2.0719
Si, 4.0683, 6.8787, 2.0089
Si, 9.6185, 6.7825, 2.0604
Si, 1.3859, 9.5475, 2.0915
Si, 6.8105, 9.5851, 2.0402
Si, -0.0509, -0.0101, 3.347
Si, 5.4731, -0.0165, 3.5002
Si, 2.6888, 2.7219, 3.3422
Si, 8.1915, 2.6729, 3.5119
Si, -0.0062, 5.4599, 3.5333
Si, 5.406, 5.4246, 3.2755
Si, 2.7422, 8.187, 3.4997
Si, 8.27, 8.23, 3.3242
Si, 1.2875, 1.3641, 4.6841
Si, 6.8419, 1.2955, 4.9309
Si, 4.0513, 4.1106, 4.6682
Si, 9.5357, 4.0555, 4.8923
Si, 1.3593, 6.8648, 4.9115
As, 6.8406, 6.7961, 4.6611
Si, 4.1067, 9.5593, 4.8886
Si, 9.5753, 9.5686, 4.7704
Si, 2.6203, 0.0365, 6.1187
Si, 8.2265, -0.1289, 6.2859
Si, -0.0277, 2.6458, 6.2134
Si, 5.373, 2.7529, 6.0842
Si, 2.738, 5.4233, 6.1628
Si, 8.1163, 5.4163, 6.2285
Si, 0.0098, 8.2996, 6.2496
Si, 5.5509, 8.1561, 6.1946
Si, 3.4664, 1.9363, 7.196
Si, 10.0221, 0.8296, 7.489
Si, 1.7575, 3.6483, 7.3689
Si, 6.1897, 4.5062, 7.4032
Si, 4.6253, 6.2918, 7.2763
Si, 9.1789, 7.2029, 7.3455
Si, 0.8972, 10.1617, 7.5396
Si, 7.4271, 8.8962, 7.5101
O, 4.5901, 6.6364, 8.8871
O, 1.3661, 3.9684, 8.9484
O, 9.7351, 6.5244, 8.7472
O, 1.3022, 10.1155, 9.1625
O, 6.0626, 4.2201, 9.0362
O, 3.6996, 1.6259, 8.7841
O, 7.1292, 8.9648, 9.1451
O, 9.6433, 1.0737, 9.0811
O, 8.2319, 2.5397, 22.7519
O, 10.9923, 5.557, 22.6509
O, 5.6247, 0.1022, 22.6466
O, 5.2996, 5.3939, 22.6328
O, 2.1538, 2.796, 22.4811
O, 3.3309, 7.8588, 22.5106
O, 8.3846, 8.743, 22.4142
O, -0.157, 11.2281, 22.7566
Si, 2.1535, 2.9676, 12.8958
Si, 8.6779, 1.3123, 10.3726
Si, 1.0614, 4.4981, 15.3496
Si, 7.5452, 5.5834, 12.2126
Si, 2.4155, 8.1806, 21.2048
Si, 5.4066, 7.7898, 12.4796
Si, 9.2643, 0.4532, 15.5061
Si, 2.9133, -0.0391, 16.6638
Si, 10.4663, 1.1566, 12.614
Si, 7.7642, 2.8291, 21.2313
Si, 9.1205, 8.7813, 14.4652
Si, 1.4743, 4.7708, 10.3701
Si, 4.485, 9.4819, 19.1341
Si, 11.0746, 6.099, 21.1145
Si, 6.6124, 10.4485, 14.85
Si, 5.3891, 0.7313, 21.1696
Si, 2.3395, 9.8051, 10.4018
Si, 0.4324, 10.6331, 21.3816
Si, 5.854, 5.2536, 21.1184
Si, 3.6411, 7.0862, 10.1155
Si, 9.0413, 5.6846, 14.8524
Si, 3.655, 4.0851, 19.0899
Si, 10.0319, 3.6614, 19.3234
Si, 4.2512, 8.6706, 15.3662
Si, 0.4537, 1.9175, 17.1627
Si, 6.7937, 7.533, 19.2455
Si, 5.2583, 3.6236, 16.7437
Si, 7.7821, 5.007, 17.5315
Si, 6.6496, 9.9271, 10.3824
Si, 4.3772, 1.0505, 10.1197
Si, -0.0459, 9.0893, 11.9085
Si, 9.1035, 8.6328, 20.9348
Si, 4.5541, 1.6674, 14.5845
Si, 2.4474, 2.0837, 21.0406
Si, 6.3324, 3.3376, 10.3899
Si, 3.432, 5.9157, 16.732
Si, 9.8792, 6.5368, 10.3696
O, 0.1255, 2.6289, 18.5909
O, 2.9211, 9.6359, 15.5843
O, 10.8604, 4.8033, 20.1517
O, 7.5811, 2.4143, 9.9262
O, 10.9346, 5.3534, 10.8118
O, 6.5924, 6.7407, 12.862
O, 10.3185, 8.0671, 10.7681
O, 7.6584, 9.4552, 13.9969
O, 8.412, 6.2084, 10.9811
O, 5.3574, 10.476, 20.0789
O, 2.1722, 3.7329, 11.4319
O, 7.9755, 8.5458, 19.7567
O, 6.2067, 6.7329, 20.5478
O, 5.5095, 2.7175, 15.4098
O, 1.3053, 0.9275, 20.7007
O, 6.0346, 9.0538, 11.6186
O, 4.6241, 4.9922, 16.1144
O, 6.5944, 3.898, 17.642
O, 10.5173, 10.6683, 11.811
O, 5.5796, 0.4985, 13.9902
O, 8.0164, 5.0831, 15.9352
O, 9.732, 9.8141, 15.5806
O, -0.3976, 5.1552, 15.1338
O, 1.5743, 6.8305, 20.8077
O, 1.5012, 0.6378, 17.1841
O, 6.5983, 1.7665, 20.8061
O, 1.0154, 1.7858, 12.8242
O, 3.2397, 5.4981, 18.3249
O, 9.5258, 2.0137, 11.5865
O, 1.0116, 3.0961, 16.1808
O, 8.5833, 5.1429, 13.3833
O, 10.2588, 8.5689, 13.3056
O, 1.4459, 9.3975, 21.6807
O, 10.0771, 9.9387, 20.611
O, 3.1792, 0.2071, 10.8841
O, 5.0815, 2.3537, 10.8393
O, 1.7253, 4.1518, 13.9114
O, 7.9066, 10.8707, 10.8459
O, 9.1331, 4.4668, 18.2355
O, 5.6333, 9.4966, 15.7713
O, 5.5228, -0.0332, 9.7312
O, 3.593, 2.3093, 13.3954
O, 1.982, 5.6416, 16.0451
O, 9.712, 1.0479, 14.0457
O, 4.389, 6.9394, 11.5358
O, 4.7509, 4.4882, 20.2162
O, 9.9517, 1.3383, 16.6578
O, 6.6693, 4.319, 11.6485
O, 5.5842, 8.4044, 18.5744
O, 9.079, 2.7324, 20.2744
O, 3.6011, 1.1345, 15.7843
O, 4.212, 3.0781, 17.902
O, 9.9199, 7.2217, 20.8939
O, 3.3356, 8.659, 9.8146
O, 3.9302, 7.4262, 16.3739
O, 7.6303, 0.48, 15.7021
O, 8.9134, 7.2971, 15.0507
O, 3.9324, 1.4396, 21.1462
O, 1.584, 9.1338, 11.6999
O, 2.3377, 6.1319, 10.1373
O, 7.3482, 6.4557, 18.1489
O, 7.2182, 4.3623, 21.1203
O, 4.5385, 8.2423, 13.7958
O, 3.3337, 8.6583, 19.9557
O, 2.4901, 3.2426, 19.8755
O, 3.7446, 10.3674, 17.9733

Results
free energy: -135411.207 eV
free energy less fixed offsets of As -4856.12, O -568.88, Si -635.61 eV per atom: -6.407 eV

Forces (eV/angstrom), in the order of the atoms: element, x, y, z
Si, -0.0004, 0.0004, -0.0057
Si, -0.0016, 0.0008, -0.0045
Si, -0.0015, -0.0014, -0.0054
Si, 0.0002, -0.0005, -0.0046
Si, 0.0004, 0, -0.0035
Si, 0.0008, -0.0005, -0.0052
Si, -0.0005, 0.0008, -0.0054
Si, 0.0008, 0, -0.0053
Si, -0.0008, 0.0022, 0.0063
Si, 0.0012, -0.0021, 0.0056
Si, -0.0008, -0.0006, 0.0032
Si, 0.0007, -0.0015, 0.0049
Si, 0.0009, -0.0009, 0.0036
Si, 0.0002, 0, 0.0025
Si, -0.0003, -0.0004, 0.0031
Si, -0.0023, 0.0007, 0.006
Si, 0.0006, -0.0001, -0.0045
Si, 0.0019, 0.0019, -0.0064
Si, 0.0007, 0.0001, -0.0055
Si, 0.0002, -0.0005, -0.0031
Si, -0.0027, -0.0005, -0.0042
Si, 0.002, -0.0002, -0.0038
Si, 0.0018, 0.0009, -0.0035
Si, 0.0015, 0.0035, -0.003
Si, -0.0019, 0.0013, 0.0016
Si, 0.0011, -0.0004, -0.0016
Si, 0.0022, -0.0024, -0.0045
Si, 0.0011, -0.0024, 0.0053
Si, -0.0017, 0.0024, 0.0055
Si, -0.0021, 0.0003, 0.0024
Si, -0.0015, 0.001, 0.0048
Si, -0.0006, -0.0012, -0.0035
Si, 0.0015, -0.003, -0.0012
Si, -0.001, 0.0019, -0.0001
Si, 0.0018, -0.0008, 0.0005
Si, -0.0033, 0.0018, -0.0032
Si, -0.0012, 0.0026, 0.0002
Si, -0.0003, -0.0033, -0.0008
Si, -0.0007, -0.0002, -0.0044
Si, 0.0038, -0.001, 0.001
Si, -0.0014, 0.0007, -0.0007
Si, 0.0022, 0.0005, 0.0017
Si, -0.0012, 0.002, 0.0008
Si, 0.0012, -0.0025, -0.0001
Si, 0.0019, -0.0005, 0.0019
Si, -0.0022, 0.0017, -0.0002
Si, -0.0003, -0.0012, 0.0003
Si, -0.0009, 0.0017, 0.0011
Si, -0.0009, 0.0012, -0.0017
Si, 0.0024, -0.003, -0.0008
Si, 0.0022, -0.0003, 0.0001
Si, -0.0034, 0.0009, -0.002
Si, 0.0013, -0.0032, 0.0003
Si, -0.0012, 0.0017, 0.0012
Si, -0.0013, 0.0024, -0.0019
Si, 0.0018, -0.0009, 0.0017
Si, 0.0035, -0.0001, 0.0026
Si, -0.0057, 0.0029, -0.0014
Si, -0.0018, 0.0054, 0.0015
Si, 0.0045, -0.0045, 0.0024
Si, -0.0017, -0.0006, 0.0025
Si, 0.0042, -0.0031, 0.0033
Si, -0.0005, -0.0031, 0.0023
Si, -0.0013, 0.0016, 0.0012
Si, 0.0037, -0.003, 0.0024
Si, -0.0004, -0.0021, -0.0038
Si, -0.0028, 0.0005, 0.0005
Si, 0.003, 0.0023, -0.0045
Si, 0.0013, -0.003, -0.0071
Si, 0.0026, 0.0116, -0.0116
Si, 0.0026, 0.002, -0.0047
Si, -0.0086, -0.0042, -0.0091
Si, 0.003, 0.0021, 0.0046
Si, -0.0004, 0, 0.0013
Si, -0.0056, -0.0087, 0.0099
Si, -0.0031, 0.002, 0.0048
Si, 0.0001, -0.001, 0.0019
As, 0.0012, 0.0011, -0.0139
Si, -0.0004, -0.0008, 0.003
Si, 0.0093, 0.0079, 0.0078
Si, -0.0027, -0.0016, -0.0034
Si, -0.005, -0.0042, -0.0021
Si, 0.0005, 0.0005, -0.0047
Si, 0.0003, 0.0024, -0.0023
Si, 0.0003, 0.0029, -0.0052
Si, 0.0077, -0.0124, 0.0022
Si, -0.0012, 0.0023, -0.0024
Si, -0.0112, 0.0067, -0.0002
Si, -0.0006, 0.0009, 0.0105
Si, 0.0012, -0.0006, 0.0103
Si, -0.0015, -0.004, 0.0083
Si, 0.0034, -0.0086, 0.0115
Si, -0.0049, 0.0033, 0.0092
Si, 0.0019, -0.0008, 0.0054
Si, 0.0007, 0.0007, 0.0091
Si, 0.0036, 0.0096, 0.012
O, 0.0022, -0.001, -0.007
O, 0.0006, 0.0001, -0.006
O, -0.0019, 0.0004, -0.0054
O, -0.0035, 0.0009, -0.0101
O, -0.0007, 0.0035, -0.0095
O, 0, 0.0016, -0.005
O, 0.0014, -0.0041, -0.0094
O, 0.0015, -0.0007, -0.0072
O, 0.0003, -0.0003, 0.0038
O, 0.0009, -0.0003, 0.0038
O, 0.0005, -0.0004, 0.0043
O, -0.0006, 0.001, 0.0053
O, 0.0004, 0.0009, 0.0058
O, 0.0007, -0.0007, 0.0055
O, -0.0015, 0.0004, 0.0063
O, -0.0002, 0.0004, 0.0044
Si, -0.001, -0.0004, 0.0045
Si, -0.0017, 0.0018, 0.006
Si, 0.0006, -0.0001, 0.0017
Si, -0.0009, 0.0008, 0.004
Si, -0.0009, -0.0001, -0.0045
Si, 0.0016, 0.0005, 0.0041
Si, -0.0001, -0.0004, 0.0012
Si, 0, 0.0004, -0.0008
Si, 0.0007, -0.0006, 0.0038
Si, 0.0002, -0.0001, -0.0051
Si, 0.0001, 0.0002, 0.0027
Si, 0.0005, -0.0018, 0.0057
Si, 0.0001, 0.0012, -0.0041
Si, 0.0004, -0.0001, -0.0052
Si, 0.0006, 0.0001, 0.003
Si, -0.0002, -0.0006, -0.0054
Si, 0.0014, 0.0003, 0.0052
Si, 0.0007, -0.0002, -0.004
Si, 0.0002, -0.0006, -0.0058
Si, -0.0039, 0.0001, 0.0042
Si, 0.0001, 0.0002, 0.0029
Si, 0.0001, -0.0004, -0.0043
Si, -0.0002, -0.0001, -0.0044
Si, 0.0003, 0.0006, 0.0017
Si, -0.0001, 0, -0.0014
Si, -0.0005, -0.0006, -0.004
Si, -0.0001, 0.0003, 0
Si, -0.0003, -0.0005, -0.0015
Si, -0.0027, 0.0026, 0.0032
Si, 0.0012, -0.0007, 0.0021
Si, -0.0002, 0, 0.0043
Si, 0.0009, 0, -0.0051
Si, -0.0006, 0, 0.0025
Si, 0.0004, 0.0003, -0.0052
Si, 0.0019, -0.0011, 0.004
Si, 0, -0.0006, -0.0008
Si, 0, -0.0005, 0.0082
O, -0.0003, 0.0004, 0.0022
O, -0.0001, 0, -0.0008
O, 0.0001, 0.0003, 0.0024
O, 0.0007, 0.0003, -0.0008
O, 0.0003, 0.0005, -0.0033
O, 0, 0.0005, -0.0038
O, 0.001, 0.0011, -0.0017
O, -0.0004, -0.0001, -0.0021
O, -0.0017, -0.0012, -0.0015
O, -0.0004, -0.0001, 0.003
O, -0.0002, 0.0006, -0.0029
O, 0, 0.0002, 0.0021
O, -0.0002, -0.0001, 0.0028
O, 0.0002, 0.0006, -0.0008
O, -0.0003, 0.0001, 0.0025
O, -0.0005, -0.0014, -0.002
O, -0.0007, 0.0002, 0.0001
O, -0.0002, -0.0002, 0.0005
O, 0.0001, 0.0018, -0.0015
O, -0.0003, 0.0002, -0.0018
O, 0.0004, -0.0001, -0.0004
O, 0.0001, -0.0002, -0.0015
O, -0.0001, 0.0002, -0.0011
O, 0.0001, 0.0001, 0.0028
O, -0.0001, 0, 0.0004
O, 0.0001, -0.0002, 0.0032
O, -0.0014, -0.0006, -0.0023
O, 0, 0, 0.0017
O, 0.0002, -0.0012, -0.003
O, -0.0002, 0.0001, -0.0004
O, -0.0001, 0, -0.0019
O, -0.0003, 0.0001, -0.0019
O, -0.0005, 0.0002, 0.0018
O, -0.0008, -0.0006, 0.0025
O, -0.0001, -0.0003, -0.0029
O, -0.0011, -0.0009, -0.0034
O, -0.0011, 0.0002, -0.0005
O, 0, -0.0004, -0.0029
O, 0.0003, -0.0001, 0.0012
O, -0.0004, -0.0003, -0.0006
O, -0.0005, 0.0004, -0.0014
O, 0, 0.0001, -0.0019
O, 0.0001, -0.0008, -0.0014
O, 0.0002, 0.0001, -0.0015
O, 0.0008, -0.0005, -0.0026
O, 0.0003, 0.0005, 0.0028
O, 0.0003, -0.0001, 0
O, 0.0002, 0.0006, -0.003
O, -0.0001, 0.0002, 0.0018
O, -0.0001, 0, 0.0026
O, -0.0005, -0.0003, -0.0002
O, 0.0001, 0, 0.001
O, -0.0001, 0, 0.0025
O, -0.0006, -0.0015, -0.0012
O, -0.0002, -0.0004, -0.0005
O, 0.0001, 0.0003, -0.0007
O, -0.0002, 0.0001, -0.0013
O, 0.0013, -0.0003, 0.003
O, -0.0014, 0.0011, -0.0029
O, 0.0038, 0.0013, -0.0033
O, -0.0001, 0.0009, 0.0015
O, -0.0004, -0.0003, 0.0027
O, -0.0001, 0.0001, -0.0018
O, 0.0005, -0.0003, 0.002
O, -0.0001, -0.0001, 0.0026
O, 0.0004, -0.0008, 0.0016

The program warned: the cutoff lies below the one the program advises for these potential files; the exchange-correlation potential is rough where the density is thin.
